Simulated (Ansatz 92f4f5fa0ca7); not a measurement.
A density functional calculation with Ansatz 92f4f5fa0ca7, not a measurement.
Periodic cell of 534 atoms, Si286O176H72, with a vacuum gap, from a study of silicon, its oxide and their interface. The atomic structure is a simulated model.

Settings: functional r2SCAN; potential files Ansatz PAW; basis plane waves; wave-function cutoff 800 eV; density cutoff ratio 5; exchange-correlation grid ratio 1; k mesh 1 x 1 x 1, Gamma-centred; self-consistency stop 2e-11 eV per atom in the density residual; occupations fixed; spin none; net charge 0; applied field sawtooth along c, amplitude +0.015 V/angstrom in the program's sign convention, ramp centred at 0.9881 of c and 0.0237 of c wide, no dipole correction.

Cell vectors (angstrom)
a 16.332 0 0
b 0 16.332 0
c 0 0 42.1314

Atoms and the computed forces on them: element, x, y, z (angstrom), force x, y, z (eV/angstrom)
Si -0.227 0.422 28.535 -0.004 0.009 0.028
Si 2.649 2.766 28.679 0.003 -0.007 0.024
Si -0.272 6.061 28.657 -0.01 0.006 0.024
Si 2.722 8.551 28.347 -0.001 0.003 0.032
Si 0.694 10.993 28.378 0.011 -0.004 0.047
Si 2.207 15.185 27.543 -0.001 0.01 0.048
Si 3.853 1.376 27.267 0.002 -0.001 0.049
Si 7.988 3.159 27.923 -0.004 0.009 0.039
Si 5.87 5.426 28.564 0.001 0.012 0.041
Si 8.056 10.818 29.25 0.01 -0.008 -0.01
Si 5.744 11.238 28.615 0.006 0.002 0.01
Si 8.961 15.114 27.25 0.018 -0.008 0.037
Si 14.015 2.735 28.567 0.013 0.007 0.032
Si 12.336 1.383 29.573 0 0.003 0.006
Si 11.386 7.341 27.608 0 -0.009 0.04
Si 15.181 9.837 29.539 0.004 0.001 -0.002
Si 7.715 11.373 31.487 -0.018 0.015 -0.004
Si 11.853 16.379 27.607 0.012 -0.018 0.04
Si 1.305 1.424 30.024 0.005 0.002 -0.009
Si 4.151 4.225 29.818 0.004 -0.004 -0.009
Si 1.5 7.058 29.788 -0.006 0.009 -0.002
Si 4.3 9.671 29.726 -0.015 -0.009 -0.003
Si 1.638 12.478 29.979 -0.002 0.002 0.004
Si 3.078 14.348 29.547 0.001 0.009 -0.003
Si 6.689 1.386 28.681 0.002 0.009 0.022
Si 9.58 3.916 29.62 -0.012 -0.007 0.011
Si 7.149 6.997 29.832 0 -0.017 -0.007
Si 9.029 8.51 29.237 0.009 0.011 0.023
Si 5.956 13.027 31.579 0.006 -0.016 -0.027
Si 8.699 15.579 31.117 0.005 -0.01 0.014
Si 12.953 -2.047 28.135 -0.003 0.019 0.031
Si 15.146 4.244 29.898 -0.011 -0.004 -0.007
Si 12.508 7.144 29.668 0.002 -0.006 -0.002
Si 13.774 8.071 26.235 -0.007 0.006 0.077
Si 11.726 12.688 29.502 0.001 0.004 0.003
Si 16.211 13.652 31.028 0.007 -0.003 0.01
Si 0.028 2.845 31.326 -0.007 0.004 -0.012
Si 2.647 -0.169 31.121 -0.017 0.009 0.009
Si 0.025 8.379 31.099 0.011 -0.021 0
Si 2.767 5.583 31.137 -0.012 -0.003 0.003
Si -1.502 15.016 29.555 -0.002 -0.002 -0.001
Si 2.85 10.885 31.216 0.01 0.006 -0.004
Si 5.337 2.759 31.193 -0.001 0.006 0.022
Si 7.599 -0.707 29.001 -0.018 0.007 0.001
Si 5.572 8.229 31.123 0.001 0.013 0.004
Si 8.301 5.372 31.077 -0.008 0.016 0.007
Si 5.3 13.454 29.42 -0.01 0.009 0.019
Si 9.752 12.103 28.132 -0.007 -0.004 0.035
Si 10.836 2.53 31.02 0.008 0.004 0.003
Si 13.569 0.01 31.061 0.006 0.009 0.004
Si 10.799 8.21 30.973 -0.004 -0.004 0.003
Si 13.517 5.467 31.042 0.008 -0.02 0.001
Si 10.554 13.917 31.252 -0.004 0.011 0.006
Si 13.408 11.087 30.766 -0.002 -0.012 0.019
Si 1.44 4.197 32.556 0.005 -0.018 0.009
Si 4.049 1.261 32.457 -0.003 0.005 0.003
Si 1.407 9.577 32.533 0.006 0.018 0.028
Si 4.166 6.88 32.485 0.014 0 0.029
Si 1.228 14.944 32.509 0.032 -0.005 0.011
Si 4.124 12.144 32.702 -0.014 -0.003 0.028
Si 6.85 4.058 32.448 -0.014 -0.007 0.005
Si 9.515 1.147 32.366 0.008 0.028 0.034
Si 6.786 9.554 32.626 -0.013 0.004 0.045
Si 9.618 6.757 32.451 -0.001 0.008 0.006
Si 6.961 14.859 32.584 0.001 -0.022 0.038
Si 9.494 12.348 32.639 -0.025 0.024 0.036
Si 12.173 4.03 32.371 -0.01 0.004 0.022
Si 14.916 1.384 32.488 0.007 -0.001 0.016
Si 12.158 9.659 32.264 -0.011 -0.011 0.019
Si 14.933 6.892 32.356 0.001 0.004 0.023
Si 12.214 15.029 32.5 -0.01 -0.024 0.026
Si 14.83 12.266 32.319 0.029 0.023 0.028
Si -0.056 0.023 33.862 -0.027 -0.004 0.212
Si 2.747 2.711 33.845 0.011 -0.004 0.209
Si -0.033 5.542 33.798 -0.027 0.002 0.214
Si 2.751 8.178 33.876 -0.041 -0.016 0.237
Si -0.062 10.95 33.747 -0.026 0.021 0.199
Si 2.679 13.611 33.854 -0.027 0.036 0.168
Si 5.498 -0.036 33.784 -0.035 0.043 0.188
Si 8.179 2.608 33.742 -0.015 0.038 0.182
Si 5.509 5.456 33.817 0.03 -0.012 0.215
Si 8.238 8.143 33.823 0.058 -0.052 0.201
Si 5.416 10.788 34.072 0.006 -0.006 0.28
Si 8.203 13.619 34.093 0.024 -0.009 0.28
Si 10.886 0.018 33.9 0.029 -0.002 0.256
Si 13.552 2.753 33.817 0.026 0.016 0.194
Si 10.912 5.388 33.822 -0.029 0.006 0.168
Si 13.543 8.248 33.686 -0.002 0.011 0.166
Si 10.902 10.917 33.812 0.065 -0.069 0.223
Si 13.575 13.611 33.797 -0.005 -0.008 0.2
Si 1.338 1.38 35.195 -0.022 0.091 0.315
Si 4.136 4.083 35.178 0.04 -0.149 0.196
Si 1.348 6.821 35.193 -0.053 0.113 0.32
Si 4.042 9.458 35.355 0.083 0.027 0.741
Si 1.303 12.246 35.187 -0.038 0.209 0.204
Si 4.097 14.985 35.162 -0.061 -0.168 0.163
Si 6.81 1.334 35.181 0.061 -0.058 0.097
Si 9.521 4.009 35.137 0.116 0.008 0.028
Si 6.855 6.8 35.203 0.113 -0.036 0.175
Si 9.576 9.527 35.188 0.015 -0.106 0.123
Si 6.798 12.214 35.323 0.086 -0.036 0.767
Si 9.566 15.021 35.332 0.011 -0.139 0.669
Si 12.217 1.411 35.226 0.062 0.024 0.324
Si 14.956 4.134 35.148 -0.124 -0.024 0.079
Si 12.271 6.815 35.121 -0.074 0.05 0.015
Si 14.935 9.557 35.105 -0.19 0.084 -0.004
Si 12.233 12.269 35.198 0.041 0.008 0.16
Si 14.934 14.957 35.192 -0.058 0.137 0.222
Si -0.021 2.761 6.897 0.049 -0.135 -0.204
Si 2.738 0.026 6.906 -0.106 -0.028 -0.173
Si -0.035 8.193 6.878 0.116 -0.181 -0.163
Si 2.732 5.438 6.899 0.042 0.063 -0.154
Si -0.014 13.615 6.934 0.099 -0.064 -0.251
Si 2.656 10.885 6.96 0.26 -0.027 -0.322
Si 5.471 2.714 6.92 -0.102 0.009 -0.203
Si 8.151 0.032 6.992 -0.009 -0.127 -0.304
Si 5.47 8.105 6.985 -0.059 0.208 -0.379
Si 8.205 5.399 6.9 0.042 0.154 -0.165
Si 5.42 13.632 6.942 0.092 -0.029 -0.445
Si 8.202 10.855 6.963 -0.177 0.154 -0.414
Si 10.84 2.727 6.972 0.03 -0.003 -0.149
Si 13.57 -0.005 6.899 0.055 0.067 -0.369
Si 10.932 8.148 6.901 0.001 0.007 -0.187
Si 13.603 5.471 6.915 -0.075 -0.141 -0.032
Si 10.9 13.612 6.986 -0.22 0.09 -0.405
Si 13.607 10.891 6.892 0.004 -0.038 -0.245
Si 1.396 4.068 8.271 -0.002 -0.008 -0.21
Si 4.075 1.391 8.3 0.026 -0.001 -0.208
Si 1.32 9.495 8.296 0.096 -0.1 -0.242
Si 4.076 6.772 8.323 -0.085 0.06 -0.221
Si 1.395 14.967 8.265 -0.006 0.017 -0.193
Si 4.047 12.284 8.262 0.074 -0.111 -0.212
Si 6.838 4.064 8.276 -0.024 0.003 -0.22
Si 9.484 1.379 8.377 0.088 -0.06 -0.197
Si 6.83 9.502 8.3 -0.076 0.063 -0.214
Si 9.572 6.782 8.262 -0.052 0.029 -0.188
Si 6.794 14.967 8.316 0.067 -0.056 -0.212
Si 9.515 12.254 8.321 -0.064 0.073 -0.219
Si 12.217 4.101 8.293 0.061 -0.045 -0.17
Si 14.931 1.376 8.219 -0.002 0.015 -0.208
Si 12.299 9.497 8.278 -0.045 0.037 -0.194
Si 14.967 6.834 8.278 0 0.005 -0.198
Si 12.233 15 8.313 -0.064 0.054 -0.247
Si 14.94 12.249 8.275 -0.012 0.025 -0.206
Si 0.004 0.037 9.532 -0.026 -0.032 -0.023
Si 2.741 2.744 9.725 -0.008 -0.004 -0.035
Si 0.019 5.439 9.57 -0.019 -0.021 -0.005
Si 2.729 8.176 9.69 -0.001 -0.007 -0.002
Si -0.053 10.85 9.612 -0.007 0.012 -0.037
Si 2.737 13.608 9.684 0.011 0.019 -0.032
Si 5.425 0.003 9.637 -0.013 -0.006 -0.025
Si 8.14 2.758 9.738 -0.016 -0.016 -0.03
Si 5.444 5.378 9.628 0.042 0.04 -0.03
Si 8.186 8.118 9.624 0.035 0.022 -0.026
Si 5.461 10.949 9.566 0.002 0.01 0.01
Si 8.15 13.62 9.714 -0.006 0 -0.012
Si 10.834 -0.034 9.707 0.016 0.029 -0.012
Si 13.52 2.643 9.62 0.005 0.021 -0.011
Si 10.927 5.491 9.704 -0.011 -0.02 -0.04
Si 13.649 8.174 9.73 -0.001 -0.005 -0.034
Si 10.905 10.862 9.583 0.004 -0.015 -0.011
Si 13.597 13.641 9.633 -0.001 -0.026 -0.023
Si 1.331 1.308 10.985 -0.01 0.008 -0.002
Si 4.172 4.075 11.118 -0.008 -0.001 -0.017
Si 1.372 6.72 11.01 -0.002 0.012 -0.01
Si 4.104 9.7 10.96 0.007 0.001 0.004
Si 1.298 12.204 10.922 0.01 -0.001 -0.01
Si 4.131 14.978 11.057 0 0 0.003
Si 6.74 1.343 11.032 0.001 -0.01 -0.008
Si 9.525 4.165 11.06 0.01 0.002 0.001
Si 6.765 6.77 10.951 -0.003 0.003 0.003
Si 9.568 9.499 10.935 -0.016 0.009 -0.001
Si 6.762 12.25 11.04 0.003 -0.014 -0.001
Si 9.516 14.94 11.131 0.003 -0.014 -0.009
Si 12.141 1.325 11.093 0.016 -0.012 -0.009
Si 14.971 4.009 10.825 -0.002 -0.007 0.001
Si 12.343 6.778 11.133 -0.008 0.004 -0.005
Si 15.029 9.534 11.111 0.005 -0.01 -0.015
Si 12.204 12.255 10.943 -0.007 0.004 0.002
Si 14.974 15.066 10.903 0.001 0.022 -0.002
Si -0.178 2.59 12.241 -0.004 0.013 0.007
Si 2.631 -0.085 12.374 0.003 -0.004 -0.006
Si 0.14 8.132 12.417 -0.003 -0.015 -0.004
Si 2.962 5.636 12.413 -0.013 0.007 0.011
Si 0 13.674 12.175 -0.012 -0.006 0.001
Si 2.663 10.989 12.384 0.006 -0.017 -0.007
Si 5.377 2.554 12.529 0.005 0.006 -0.012
Si 8.195 0.113 12.401 0.005 0.008 -0.006
Si 5.495 8.292 12.206 -0.007 0.006 0.011
Si 8.151 5.553 12.409 0.002 0.004 0
Si 5.61 13.744 12.487 0.008 -0.003 -0.004
Si 8.17 10.839 12.264 0.003 0.006 0.017
Si 10.852 2.81 12.457 -0.002 -0.002 0
Si 13.565 -0.091 12.37 -0.008 0.004 0.01
Si 10.879 8.181 12.371 -0.006 0.004 -0.003
Si 12.556 3.875 13.738 0 0.011 0.017
Si 10.749 13.378 12.457 -0.003 0.004 0.009
Si 13.705 11.101 12.305 -0.01 0.01 0.006
Si 1.787 3.637 14.413 -0.017 0.001 0.031
Si 3.787 1.326 13.796 -0.01 -0.003 0.026
Si 1.921 9.14 13.589 0 0.005 0.025
Si 3.782 7.518 13.505 0.011 0.004 0.022
Si 1.488 14.634 13.63 -0.001 0.006 0.021
Si 3.062 12.818 13.927 0.005 0.003 0.035
Si 7.107 3.203 14.009 0.007 0.005 0.037
Si 7.014 -1.252 13.853 0.004 -0.006 0.008
Si 7.076 9.288 13.556 -0.002 0.013 0.005
Si 9.28 7.109 13.677 0.005 -0.002 0.016
Si 9.108 18.165 13.709 0.001 -0.003 0.022
Si 9.555 11.885 13.808 -0.012 -0.004 -0.007
Si 13.803 5.302 12.35 0.009 -0.007 0.003
Si 14.623 1.528 13.639 0.013 -0.007 0.008
Si 11.605 9.609 14.038 -0.001 0.002 0.032
Si 17.068 5.579 16.191 -0.002 0.007 0.059
Si 13.118 14.546 13.958 -0.008 0.011 0.025
Si 14.746 12.761 13.563 0.007 -0.008 0.02
Si -2.803 8.261 15.557 0.011 -0.007 0.053
Si 17.373 3.274 23.849 0.004 0.005 0.069
Si 17.598 20.97 26.597 -0.003 0.011 0.071
Si -3.111 3.458 22.874 0 0.003 0.061
Si -6.371 17.776 20.655 -0.005 0.001 0.053
Si -10.391 22.828 24.151 -0.014 -0.002 0.056
Si 7.509 -5.78 18.713 -0.003 -0.006 0.052
Si 16.863 1.223 20.347 -0.01 0.004 0.065
Si -20.834 17.571 18.439 0 0.004 0.068
Si -3.343 13.062 25.132 0.005 0.007 0.068
Si 2.463 10.276 21.768 0 0.01 0.062
Si 16.689 8.605 20.695 0.001 0.002 0.063
Si -2.707 7.482 18.361 0 0.001 0.073
Si 14.753 11.039 16.033 -0.006 -0.004 0.059
Si 4.781 16.165 20.61 0.003 -0.001 0.08
Si 15.876 -6.669 18.218 -0.003 -0.004 0.059
Si 8.532 13.08 15.571 0.007 -0.002 0.045
Si 16.106 11.796 22.365 0.002 0.009 0.06
Si 10.69 -11.099 15.823 0.001 0.004 0.059
Si 3.89 18.694 24.338 -0.009 -0.002 0.065
Si -6.496 28.987 18.365 0.011 0.001 0.073
Si -0.787 30.47 23.959 -0.003 -0.007 0.05
Si 11.723 4.434 27.488 0.015 0.013 0.039
Si 5.053 9.93 20.175 -0.006 0.001 0.054
Si 1.939 9.531 16.657 -0.003 -0.004 0.049
Si 5.728 11.469 26.316 0.003 -0.008 0.054
Si 8.03 7.619 19.492 -0.007 -0.006 0.055
Si 3.836 6.493 26.378 -0.006 0.002 0.059
Si 7.947 31.456 24.287 0.003 -0.007 0.07
Si 21.534 -25.592 18.896 0.008 0.002 0.053
Si -6.26 -3.382 23.786 -0.004 -0.003 0.057
Si 3.471 28.311 16.89 0.009 -0.006 0.06
Si -2.796 31.551 17.02 -0.011 0.005 0.06
Si 22.339 20.092 22.959 0.004 0.004 0.059
Si 20.683 18.624 18.741 -0.012 0.011 0.066
Si 10.701 4.347 21.112 -0.002 0 0.064
Si -2.412 1.631 20.591 0.005 -0.001 0.059
Si 8.822 27.104 25.622 -0.001 0.004 0.052
Si 19.871 -0.409 23.297 0.002 0.002 0.062
Si -5.214 13.31 21.081 -0.001 0.002 0.072
Si 15.212 -9.696 13.711 -0.006 0.006 0.022
Si 18.443 0.583 17.799 -0.003 0.006 0.063
Si 6.746 -8.035 22.08 0.001 -0.004 0.068
Si 14.422 10.4 24.511 -0.004 -0.007 0.064
Si 4.211 -18.006 17.955 -0.003 0.01 0.059
Si 10.923 6.387 18.79 -0.006 -0.003 0.06
Si 8.298 8.063 24.472 0.009 0.003 0.058
Si 19.95 -21.366 24.323 0.005 0.009 0.056
Si 26.42 5.576 23.659 0 -0.001 0.061
Si 6.902 2.092 16.866 -0.008 0.002 0.069
Si 22.671 10.989 16.057 0.003 -0.006 0.051
Si 1.236 12.742 25.911 0.004 -0.001 0.055
Si 32.337 5.999 19.172 0.005 -0.004 0.063
Si 26.173 3.036 25.504 -0.005 -0.003 0.072
Si 5.247 -2.68 24.435 0.005 -0.011 0.042
Si 13.497 -5.105 20.578 0.007 -0.008 0.058
Si 9.753 18.766 16.523 0.015 0.001 0.06
Si -15.774 16.662 23.261 -0.002 -0.002 0.067
Si -9.018 0.966 22.128 0.002 0.003 0.06
Si -4.266 -0.137 22.134 0.001 -0.001 0.063
Si 3.547 -9.23 16.391 0.007 -0.005 0.055
Si 5.71 15.941 15.581 0.006 -0.007 0.051
Si 20.42 4.74 20.57 0.002 -0.007 0.057
Si 1.12 4.146 21.108 0.001 -0.006 0.058
Si -2.471 8.734 22.061 -0.014 -0.007 0.065
Si 13.179 6.269 23.698 0.005 0.008 0.067
Si 29.139 28.598 17.806 -0.001 -0.009 0.063
Si 30.81 7.828 28.493 0.002 -0.008 0.003
Si 11.992 17.566 24.727 -0.007 0.001 0.075
Si 32.53 -0.124 15.882 -0.004 0.016 0.056
O 1.986 -0.285 23.708 -0.001 0.002 -0.018
O -1.255 1.596 27.922 -0.002 -0.004 -0.01
O 5.452 13.057 25.941 -0.004 0.01 -0.024
O 0.109 5.643 27.105 0.015 -0.014 -0.026
O 0.329 1.823 23.827 -0.001 -0.007 -0.026
O 10.417 1.715 24.751 0.006 -0.006 -0.03
O 17.483 4.044 15.844 0.008 -0.006 -0.03
O -6.051 -0.265 27.261 -0.016 -0.001 -0.023
O 0.605 19.856 13.337 0.011 0.002 -0.015
O -2.746 11.481 18.988 -0.004 0.015 -0.05
O 28.431 -8.816 18.908 0.004 0.002 -0.017
O 8.253 14.465 14.778 -0.012 0.016 -0.027
O -3.636 16.393 17.756 0.011 -0.017 -0.026
O 12.436 -15.57 26.231 -0.002 0.014 -0.049
O 3.566 2.156 25.884 0.008 0.006 -0.058
O 24.426 15.37 25.888 -0.009 -0.002 -0.038
O 16.821 16.633 21.659 0.001 0.008 -0.041
O 2.155 13.855 26.629 -0.008 -0.02 -0.033
O 10.994 3.353 26.576 -0.013 -0.009 -0.026
O 12.176 -7.96 26.585 0.004 0.007 -0.03
O -6.695 -14.894 15.239 -0.008 -0.006 -0.044
O 17.704 0.472 19.222 0.016 -0.007 -0.048
O 6.222 18.128 30.192 0.017 -0.016 -0.023
O 11.481 13.14 24.567 -0.013 0 -0.029
O 11.636 5.899 23.938 -0.001 -0.003 -0.024
O 15.394 0.909 14.936 -0.006 0.007 -0.027
O 25.952 4.272 24.5 0.001 0.018 -0.032
O 3.349 -0.143 26.99 0.006 0.014 -0.023
O 9.922 3.058 20.522 -0.001 -0.007 -0.022
O 7.355 21.1 13.631 -0.004 0.001 -0.018
O 21.758 -15.026 27.644 -0.014 -0.004 -0.019
O 23.92 -8.941 21.031 0.01 -0.003 -0.044
O 25.778 6.975 19.088 0.009 -0.002 -0.02
O 9.301 14.365 23.873 0.005 -0.005 -0.019
O 4.877 15.108 19.373 -0.005 -0.015 -0.047
O 16.374 13.535 25.194 -0.016 0.007 -0.03
O -7.828 19.146 26.396 0.014 -0.002 -0.042
O 0.146 9.879 19.699 -0.006 0.004 -0.043
O 4.443 0.48 15.038 -0.008 0.014 -0.038
O 2.9 -0.805 17.621 0.002 -0.005 -0.029
O 6.288 26.39 14.752 0.002 -0.011 -0.03
O -18.769 7.456 14.226 0.003 -0.005 -0.02
O -0.265 6.108 15.017 -0.015 0.007 -0.042
O 7.229 10.222 17.16 -0.007 -0.001 -0.041
O -16.932 15.729 23.859 0.005 0.009 -0.019
O 6.688 -13.239 15.596 0.001 0.008 -0.051
O -7.064 13.388 17.012 -0.012 0.004 -0.047
O -4.448 20.145 22.052 -0.013 0.002 -0.03
O 0.985 0.734 16.663 -0.02 -0.008 -0.034
O -1.192 -0.803 16.934 0.009 0.001 -0.026
O 17.009 8.834 17.396 0.016 0.002 -0.024
O 13.163 -6.682 20.896 -0.001 0.011 -0.03
O 8.486 17.274 21.017 0.011 0.002 -0.025
O 3.762 13.106 18.007 -0.003 -0.009 -0.018
O 20.399 3.77 19.283 0.004 -0.017 -0.036
O 4.653 -3.215 13.682 -0.008 0.002 -0.012
O 12.216 16.284 23.748 0 -0.009 -0.042
O 20.662 7.019 14.987 -0.004 0.002 -0.037
O 4.267 17.34 23.555 0 -0.012 -0.024
O 1.311 2.6 20.679 -0.001 -0.004 -0.024
O 4.838 11.203 16.559 -0.003 0.004 -0.013
O 17.851 19.87 27.748 -0.009 0.013 -0.034
O 23.091 0.574 16.352 -0.004 -0.01 -0.027
O 23.022 -2.174 23.921 0.001 0.006 -0.012
O 11.525 5.901 26.821 -0.005 -0.01 -0.015
O -2.786 -13.689 14.221 -0.005 0.005 -0.016
O 15.746 11.011 23.773 0.01 0.008 -0.035
O 27.925 14.06 13.696 0.003 -0.005 -0.013
O 7.764 16.523 23.486 -0.006 0.015 -0.033
O 20.883 12.435 23.599 -0.002 0 -0.027
O 12.883 18.807 24.131 0.008 0.012 -0.035
O 17.867 9.691 15.098 -0.002 -0.003 -0.049
O 18.431 6.426 16.24 0 -0.002 -0.023
O 5.003 4.109 21.74 -0.017 0.009 -0.041
O -1.917 -10.011 19.167 -0.004 0.006 -0.016
O -1.429 11.539 21.314 -0.019 -0.006 -0.031
O -5.109 5.226 19.87 0.002 0.019 -0.044
O -1.73 9.469 15.67 -0.004 -0.003 -0.026
O 26.177 27.424 26.845 -0.005 -0.006 -0.038
O 9.716 3.95 15.955 0 0.003 -0.025
O -0.218 13.392 22.638 0.003 -0.013 -0.027
O -8.188 25.551 19.339 -0.002 0.01 -0.02
O 8.635 11.698 18.873 -0.001 0.004 -0.026
O -7.915 18.594 17.444 -0.003 0 -0.027
O -6.155 -3.683 22.206 0.011 0.003 -0.045
O 9.788 -11.063 22.089 0.004 -0.009 -0.042
O 19.492 1.823 17.742 -0.003 -0.005 -0.017
O 10.474 -5.652 14.457 0.009 -0.008 -0.011
O 17.99 -6.599 27.968 -0.002 0 -0.02
O 0.715 3.977 25.246 -0.002 -0.017 -0.05
O 16.798 7.264 19.803 -0.004 -0.011 -0.025
O 5.18 3.285 24.254 0.008 0.004 -0.024
O 4.454 6.515 17.578 -0.016 0.003 -0.036
O 1.25 11.373 21.834 0.006 -0.007 -0.02
O 27.272 20.908 28.908 0.002 -0.002 -0.01
O 2.702 18.651 14.52 0.005 -0.004 -0.016
O 11.223 -4.385 17.908 0.003 -0.003 -0.03
O 5.919 9.521 21.472 -0.009 0.011 -0.035
O 2.343 27.26 17.38 0.001 0.002 -0.026
O 20.855 6.425 24.917 0.022 0 -0.046
O -2.853 11.531 25.136 0.004 -0.004 -0.027
O 2.659 5.402 26.343 0.006 0.002 -0.023
O 3.726 15.593 21.715 0.011 0.003 -0.048
O -2.174 2.727 21.768 0.005 -0.012 -0.034
O 15.393 11.961 14.877 0 0.013 -0.036
O 12.948 -22.29 13.572 0.019 0.009 -0.031
O -0.65 -5.299 17.367 -0.007 0.008 -0.035
O 16.334 4.754 20.122 -0.012 0.016 -0.033
O 6.382 -1.808 28.805 0.021 0.01 -0.01
O 41.631 9.178 25.408 -0.005 -0.011 -0.03
O 12.824 2.053 19.453 -0.017 -0.005 -0.036
O 8.165 8.219 14.182 0.008 -0.012 -0.01
O -13.062 8.644 16.756 -0.004 0.001 -0.013
O 3.187 10.215 23.214 -0.011 -0.01 -0.043
O -5.182 2.184 17.306 -0.019 0.009 -0.03
O 14.489 25.183 18.473 0 0.001 -0.034
O 27.347 5.776 17.3 -0.003 -0.014 -0.05
O 4.205 -1.462 24.311 -0.007 0.01 -0.028
O 13.272 23.59 22.389 0.004 0.013 -0.033
O 9.94 6.392 14.989 -0.01 0.012 -0.03
O 7.809 8.865 23.153 -0.013 -0.001 -0.04
O 7.004 7.292 25.102 0.001 0 -0.017
O 5.224 14.864 16.701 0.016 0.011 -0.047
O 5.01 6.148 27.411 -0.018 0.006 -0.034
O 10.554 17.059 19.317 0.012 0 -0.038
O 15.442 8.534 21.727 0.019 0 -0.031
O 16.405 5.662 17.649 0.008 -0.005 -0.052
O 6.152 0.095 21.416 -0.015 -0.005 -0.028
O 14.669 25.676 25.716 0.005 0.022 -0.042
O 13.241 3.854 27.59 -0.016 0.004 -0.019
O 12.028 21.055 15.044 0.01 -0.011 -0.033
O -2.368 -2.452 24.138 0.009 0.005 -0.021
O 0.642 15.095 14.986 0.015 -0.016 -0.043
O 29.75 0.263 21.32 0.007 0.009 -0.026
O 3.21 24.233 26.911 0.009 -0.012 -0.023
O 18.081 8.845 21.478 -0.008 -0.007 -0.024
O 19.222 12.614 15.525 -0.006 0.008 -0.055
O 12.02 25.153 15.407 -0.011 0.007 -0.032
O 17.091 15.979 27.448 0.006 -0.006 -0.021
O 10.956 17.337 21.845 -0.008 0.006 -0.03
O -10.673 7.375 22.83 0.005 0.013 -0.035
O 29.927 25.936 23.389 -0.001 -0.01 -0.043
O 7.056 12.421 15.816 0.007 0.008 -0.016
O 9.34 -9.422 24.113 0 -0.003 -0.021
O -19.473 -18.814 17.83 0.005 0.01 -0.029
O -10.541 2.345 18.003 0.024 -0.003 -0.042
O -10.268 27.275 19.38 0.014 0.005 -0.031
O -4.706 -1.588 21.616 -0.003 -0.009 -0.025
O 4.807 -7.726 19.261 -0.001 -0.011 -0.021
O 6.808 23.33 18.616 -0.005 -0.001 -0.032
O -2.429 21.169 23.397 -0.002 -0.011 -0.022
O 12.368 28.618 21.029 0.003 -0.004 -0.022
O -12.71 -5.774 20.641 0.015 -0.002 -0.024
O 2.541 4.921 21.027 0.006 0.002 -0.017
O 4.344 1.262 19.992 -0.002 0.015 -0.035
O 2.63 -13.264 23.635 -0.004 0.001 -0.025
O 25.597 11.694 24.384 0.008 0.015 -0.031
O 10.309 -2.814 19.676 -0.013 -0.007 -0.049
O 13.056 15.103 15.485 0.001 -0.009 -0.051
O 13.6 7.207 16.77 -0.001 0.004 -0.036
O -3.03 11.658 16.396 0.011 -0.005 -0.034
O 29.484 13.606 26.644 0.003 -0.02 -0.053
O 6.969 2.531 22.484 0.002 -0.008 -0.02
O 18.58 11.919 24.949 0.012 -0.01 -0.03
O 4.576 10.643 25.475 -0.015 0.002 -0.034
O 4.737 6.15 20.137 0.003 0.013 -0.032
O 9.865 7.901 27.912 0.003 -0.006 -0.027
O 16.89 4.207 22.625 0.001 0.008 -0.046
O 9.411 -2.783 27.416 -0.002 0.013 -0.017
O 15.338 17.776 19.847 0.003 -0.002 -0.024
O 18.986 -11.464 13.845 0.011 0.004 -0.031
O 13.82 6.969 25.017 -0.007 -0.016 -0.048
O 22.98 5.127 23.575 0.001 -0.009 -0.022
O 6.909 4.401 27.824 0.005 -0.005 -0.015
O 16.795 11.771 26.96 -0.002 0.013 -0.039
O 23.579 11.082 25.867 0.011 -0.002 -0.025
H 0.523 2.208 36.128 0.285 -0.269 -0.221
H 2.173 0.572 36.128 -0.282 0.209 -0.245
H 4.947 3.251 36.111 -0.241 0.397 -0.214
H 3.3 4.89 36.111 0.214 -0.19 -0.293
H 0.523 7.639 36.126 0.358 -0.169 -0.178
H 2.17 5.999 36.126 -0.298 0.133 -0.263
H 4.885 8.659 36.287 -0.43 0.088 -0.157
H 3.232 10.292 36.287 0.139 -0.296 -0.205
H 0.497 13.083 36.12 0.329 -0.333 -0.207
H 2.122 11.422 36.12 -0.294 0.078 -0.35
H 3.279 15.811 36.095 0.348 -0.136 -0.276
H 4.91 14.154 36.095 -0.281 0.213 -0.293
H 7.644 0.524 36.113 -0.329 0.262 -0.317
H 6.001 2.168 36.113 0.274 -0.275 -0.31
H 8.722 4.853 36.069 0.085 -0.382 -0.322
H 10.354 3.199 36.069 -0.44 0.39 -0.251
H 7.662 5.963 36.135 -0.264 0.304 -0.213
H 6.009 7.597 36.135 0.302 -0.153 -0.329
H 10.391 8.698 36.121 -0.26 0.37 -0.217
H 8.74 10.335 36.121 0.239 -0.211 -0.332
H 7.633 11.405 36.255 -0.297 0.251 -0.124
H 5.988 13.047 36.255 0.206 -0.307 -0.156
H 10.365 14.177 36.264 -0.152 0.439 -0.152
H 8.723 15.821 36.264 0.433 -0.175 -0.174
H 11.377 2.214 36.159 0.463 -0.374 -0.179
H 13.02 0.571 36.159 -0.154 0.265 -0.278
H 15.773 3.307 36.081 -0.217 0.262 -0.31
H 14.13 4.951 36.081 0.348 -0.357 -0.207
H 11.447 7.635 36.053 0.247 -0.352 -0.272
H 13.089 5.989 36.053 -0.159 0.494 -0.269
H 14.115 10.381 36.038 0.317 -0.312 -0.252
H 15.756 8.734 36.038 -0.267 0.167 -0.334
H 11.414 13.094 36.131 0.251 -0.294 -0.321
H 13.053 11.446 36.131 -0.272 0.325 -0.226
H 15.768 14.148 36.124 -0.326 0.285 -0.26
H 14.114 15.781 36.124 0.148 -0.326 -0.25
H -0.837 3.588 5.964 0.389 -0.221 0.251
H 0.794 1.933 5.964 -0.293 0.203 0.228
H 3.555 -0.8 5.973 -0.236 0.384 0.235
H 1.902 0.834 5.973 0.231 -0.238 0.27
H 0.79 7.374 5.945 -0.257 0.194 0.25
H -0.856 9.015 5.945 0.35 -0.298 0.279
H 1.91 6.26 5.967 0.201 -0.243 0.283
H 3.568 4.631 5.967 -0.239 0.31 0.242
H -0.848 14.424 6.001 0.298 -0.207 0.287
H 0.792 12.777 6.001 -0.33 0.32 0.202
H 3.466 10.052 6.027 -0.146 0.206 0.223
H 1.836 11.71 6.027 0.284 -0.36 0.238
H 4.659 3.547 5.988 0.27 -0.243 0.27
H 6.28 1.88 5.988 -0.387 0.315 0.223
H 8.994 -0.768 6.059 -0.215 0.242 0.26
H 7.317 0.842 6.059 0.356 -0.354 0.262
H 4.626 8.904 6.053 0.191 -0.174 0.222
H 6.316 7.308 6.053 -0.328 0.256 0.266
H 9.004 4.555 5.968 -0.384 0.408 0.218
H 7.398 6.236 5.968 0.268 -0.258 0.249
H 4.608 14.463 6.01 0.385 -0.261 0.229
H 6.23 12.798 6.01 -0.187 0.204 0.24
H 9.038 10.048 6.03 -0.258 0.329 0.278
H 7.367 11.663 6.03 0.196 -0.221 0.219
H 10.006 3.537 6.039 0.352 -0.459 0.25
H 11.68 1.924 6.039 -0.283 0.204 0.301
H 12.767 0.836 5.967 0.227 -0.316 0.22
H 14.39 -0.828 5.967 -0.337 0.206 0.236
H 10.117 8.977 5.969 0.302 -0.253 0.252
H 11.755 7.328 5.969 -0.381 0.35 0.228
H 12.785 6.296 5.983 0.325 -0.391 0.253
H 14.43 4.654 5.983 -0.288 0.291 0.275
H 10.101 14.456 6.054 0.209 -0.291 0.201
H 11.718 12.787 6.054 -0.288 0.291 0.286
H 14.427 10.067 5.96 -0.282 0.38 0.248
H 12.787 11.714 5.96 0.22 -0.347 0.242

Results
free energy: -284444.478 eV
free energy less fixed offsets of H -15.71, O -570.45, Si -639.56 eV per atom: 0.002 eV

The program warned: the cutoff lies below the one the program advises for these potential files; the forces do not sum to zero within the program's tolerance; empty levels may hold ghost states of the PAW files; the exchange-correlation potential is rough where the density is thin.
